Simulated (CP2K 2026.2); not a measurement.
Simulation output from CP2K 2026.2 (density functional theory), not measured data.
Periodic cell of 534 atoms, Si358O176, from a study of silicon, its oxide and their interface. The atomic structure is a simulated model.
Doubt: the forces sum to 1.65 eV/angstrom along one axis rather than to zero, so they err by at least 0.0031 eV/angstrom per atom on average; the grid cutoff is modest.

Settings
functional: PBE
method: Gaussian and plane waves
basis set: DZVP-MOLOPT-SR-GTH
pseudopotentials: GTH-PBE
grid cutoff: 350 Ry, relative cutoff 50 Ry
k points: Gamma only
occupations: fixed
spin: none
net charge: 0

Cell vectors (angstrom)
a 16.32 0 0
b 0 16.32 0
c 0.0413 0.0101 35.6224

Atoms and the computed forces on them: element, x, y, z (angstrom), force x, y, z (eV/angstrom)
Si 16.028 0.516 35.518 0.116 -0.232 0.74
Si 2.888 2.711 35.558 -0.23 0.078 0.693
Si 16.095 5.899 0.064 0.015 -0.222 0.723
Si 2.951 7.946 0.121 -0.099 0.112 0.751
Si 16.189 11.272 0.43 -0.08 -0.199 0.725
Si 3.163 13.242 0.358 -0.174 0.065 0.679
Si 4.924 0.263 0.096 0.313 -0.064 0.689
Si 8.502 2.347 0.357 -0.038 0.043 0.844
Si 5.047 5.61 0.041 0.188 0.062 0.68
Si 7.56 8.804 35.424 0.123 -0.208 0.834
Si 5.352 10.964 0.484 0.045 -0.04 0.45
Si 8.397 13.277 0.089 -0.168 0.224 0.711
Si 10.658 0.08 0.124 0.232 -0.139 0.75
Si 13.756 2.596 0.416 0.072 -0.04 0.606
Si 11.592 4.713 35.149 -0.346 0.475 0.644
Si 13.939 8.176 35.556 -0.258 -0.02 0.723
Si 10.632 11.057 0.093 0.188 -0.127 0.8
Si 13.863 13.316 0.375 0.004 0.124 0.795
Si 1.301 1.493 1.3 0.017 -0.046 -0.078
Si 3.975 4.116 1.448 -0.012 -0.01 -0.045
Si 1.339 6.899 1.483 0.002 -0.013 -0.047
Si 4.022 9.455 1.581 -0.029 -0.056 -0.033
Si 1.443 12.358 1.683 -0.002 0.04 -0.023
Si 4.077 14.997 1.632 -0.011 0.045 -0.033
Si 6.713 1.256 1.372 -0.039 -0.021 -0.028
Si 9.784 4.055 1.222 0.021 0.05 0.005
Si 6.741 6.889 1.114 0.006 0.018 -0.05
Si 9.329 9.529 1.262 -0.009 -0.021 -0.047
Si 6.848 12.316 1.585 0.033 0.029 -0.048
Si 9.486 14.879 1.441 0.004 -0.019 -0.051
Si 12.251 1.218 1.501 -0.038 -0.021 -0.032
Si 15.076 4.201 1.432 0.026 0.043 -0.003
Si 12.264 6.73 0.948 -0.037 0.02 0.014
Si 15.003 9.555 1.484 0.011 -0.028 -0.043
Si 12.23 12.121 1.52 -0.026 0.014 -0.038
Si 15.044 15.079 1.345 0.033 0.011 -0.061
Si 0.057 2.813 2.799 0.011 0.005 -0.008
Si 2.599 0.071 2.78 -0.048 0.007 0.015
Si 0.032 8.244 2.866 0.016 0.035 0.014
Si 2.641 5.451 2.823 -0.019 -0.009 0.011
Si 0.042 13.785 2.856 -0.047 -0.004 0.045
Si 2.709 10.857 2.935 0.02 -0.004 0.019
Si 5.422 2.732 2.714 0.01 -0.002 0.023
Si 8.093 16.253 2.777 -0.004 -0.008 0.025
Si 5.478 8.086 2.779 0.019 -0.01 0.039
Si 8.237 5.489 2.451 -0.033 -0.006 0.012
Si 5.516 13.701 2.932 0.049 -0.009 0.019
Si 8.183 10.869 2.843 -0.019 -0.008 0.029
Si 10.954 2.719 2.775 -0.003 -0.012 0.013
Si 13.644 16.257 2.832 0.004 -0.018 0.018
Si 10.825 8.062 2.452 0.05 0.029 -0.018
Si 13.569 5.535 2.636 -0.034 0.006 0
Si 10.897 13.569 2.81 -0.011 0.007 0.029
Si 13.589 10.813 2.867 0.017 -0.014 0.019
Si 1.361 4.104 4.228 -0.002 0.016 0.022
Si 4.051 1.403 4.108 0.002 -0.029 -0.024
Si 1.354 9.546 4.278 -0.018 -0.009 0.042
Si 4.082 6.776 4.139 -0.009 0.037 0.002
Si 1.351 15.071 4.26 -0.017 0.053 0.043
Si 4.123 12.259 4.192 -0.012 0.015 -0.018
Si 6.859 4.132 3.953 0.033 0.005 -0.031
Si 9.497 1.37 4.066 -0.014 0.013 -0.015
Si 6.799 9.494 4.148 0.009 -0.007 -0.007
Si 9.524 6.787 3.962 -0.025 0.01 -0.016
Si 6.848 14.994 4.291 0.024 -0.011 0.053
Si 9.549 12.224 4.185 -0.021 0.007 -0.004
Si 12.293 4.13 4.081 0.021 0.005 -0.008
Si 14.973 1.412 4.116 0.007 -0.004 -0.014
Si 12.163 9.401 4.04 -0.025 -0.051 -0.022
Si 14.924 6.833 4.095 0.032 -0.031 0.021
Si 12.258 14.927 4.173 -0.013 -0.008 -0.003
Si 14.97 12.287 4.128 0.023 0.025 -0.049
Si 16.309 0.019 10.932 0.003 -0.009 -0.002
Si 2.728 2.738 10.926 -0.004 0.009 -0.01
Si 16.324 5.452 10.942 0.032 -0.002 -0.005
Si 2.74 8.164 10.95 0.009 -0.008 0.001
Si 16.323 10.901 10.953 -0.008 0.022 0.006
Si 2.735 13.627 10.947 -0.019 0.004 -0.004
Si 5.449 0.032 10.941 -0.026 0.015 -0.001
Si 8.161 2.747 10.954 -0.006 0.014 0.008
Si 5.464 5.462 10.937 -0.003 -0.011 -0.002
Si 8.173 8.161 10.938 -0.005 0.005 0.002
Si 5.471 10.883 10.954 0.005 -0.005 -0.002
Si 8.185 13.615 10.934 0.018 -0.021 -0.007
Si 10.877 0.015 10.956 0.005 -0.021 -0.001
Si 13.585 2.729 10.948 0.001 -0.016 -0.007
Si 10.856 5.448 10.942 -0.01 0.008 0.001
Si 13.589 8.173 10.943 -0.014 0.011 0.007
Si 10.882 10.882 10.922 0.013 0 -0.011
Si 13.605 13.622 10.933 0.01 0.003 0
Si 1.361 1.375 12.271 -0.002 0.002 -0.005
Si 4.098 4.09 12.273 -0.006 -0.003 -0.008
Si 1.383 6.786 12.31 -0.017 0.008 0.013
Si 4.117 9.517 12.317 -0.016 0.007 0.007
Si 1.373 12.271 12.302 0.014 -0.001 -0.001
Si 4.096 14.991 12.304 0.005 -0.01 0.006
Si 6.78 1.404 12.315 0.003 -0.018 0.006
Si 9.506 4.102 12.333 -0.004 -0.003 0.001
Si 6.83 6.807 12.311 0 0.011 0
Si 9.529 9.532 12.29 0.015 0.016 -0.005
Si 6.849 12.246 12.308 -0.013 0.016 0.008
Si 9.528 14.962 12.326 -0.015 0 0.021
Si 12.231 1.379 12.331 0.023 0.013 0.008
Si 14.959 4.084 12.299 -0.009 0.002 0.007
Si 12.201 6.827 12.29 0.009 -0.023 -0.009
Si 14.948 9.539 12.302 0.009 -0.004 0.009
Si 12.24 12.248 12.267 -0.011 -0.006 -0.013
Si 14.95 14.988 12.3 0.006 -0.008 0.008
Si 16.319 2.696 13.649 0.017 0.008 0.014
Si 2.733 0.056 13.647 -0.005 -0.008 0.001
Si 16.321 8.158 13.629 -0.004 0.003 0.01
Si 2.76 5.408 13.665 0.016 -0.026 -0.008
Si 16.321 13.639 13.649 0.008 -0.001 0.004
Si 2.752 10.908 13.64 -0.002 0.021 -0.002
Si 5.424 2.778 13.694 -0.013 0.01 -0.003
Si 8.134 0.023 13.645 -0.011 0.015 -0.001
Si 5.5 8.161 13.687 0 0.001 0.007
Si 8.159 5.463 13.72 0.012 -0.017 0.008
Si 5.484 13.626 13.636 -0.001 -0.006 -0.005
Si 8.224 10.894 13.687 -0.004 -0.007 0.004
Si 10.857 2.741 13.693 -0.002 0.005 -0.006
Si 13.598 0.014 13.692 -0.022 -0.001 0.001
Si 10.843 8.175 13.681 0.004 0.002 0.005
Si 13.56 5.456 13.611 -0.009 0.024 -0.005
Si 10.91 13.577 13.67 0.029 -0.016 0.004
Si 13.561 10.898 13.653 -0.003 0.027 -0.002
Si 1.394 4.013 15.001 0.019 -0.003 0.003
Si 4.059 1.417 15.052 -0.002 0.017 0.013
Si 1.383 9.524 14.954 0.014 -0.002 -0.02
Si 4.16 6.748 15.017 0.017 -0.01 0.009
Si 1.364 15.027 14.988 -0.018 -0.005 -0.008
Si 4.153 12.256 14.986 -0.008 -0.014 -0.031
Si 6.772 4.13 15.089 -0.02 0.014 0.004
Si 9.459 1.376 15.023 -0.005 0.002 -0.009
Si 6.896 9.514 15.05 0.007 -0.002 0.006
Si 9.509 6.83 15.1 -0.009 0.008 0.001
Si 6.796 14.996 15.033 -0.017 -0.006 -0.016
Si 9.595 12.227 15.09 0.018 -0.007 0.014
Si 12.211 4.145 15.02 -0.01 0 -0.018
Si 14.963 1.37 15.061 0.007 -0.005 0.015
Si 12.186 9.55 15.03 -0.01 0.014 0.002
Si 14.906 6.811 14.956 -0.002 -0.013 -0.024
Si 12.238 14.951 15.038 0.029 -0.002 0.012
Si 14.932 12.274 14.974 -0.008 -0.008 0.007
Si 0.035 0.02 16.445 0.004 -0.005 -0.007
Si 2.696 2.702 16.514 -0.044 -0.032 0.022
Si 16.281 5.391 16.201 -0.025 0.008 -0.024
Si 2.79 8.15 16.25 -0.014 -0.007 0.005
Si 16.275 10.856 16.256 -0.012 0.018 0.004
Si 2.774 13.663 16.255 0.027 0.009 -0.022
Si 5.428 0.063 16.384 0.007 -0.014 0.006
Si 8.108 2.737 16.41 0.008 -0.05 -0.006
Si 5.478 5.481 16.558 0.039 0.036 0.021
Si 8.177 8.162 16.541 0.006 -0.001 0
Si 5.555 10.912 16.342 -0.02 0.008 0.008
Si 8.224 13.662 16.35 -0.008 0.013 -0.038
Si 10.786 16.278 16.335 -0.035 -0.01 -0.021
Si 13.556 2.772 16.344 0.009 0.026 0.016
Si 10.89 5.496 16.455 -0.007 0 -0.003
Si 13.54 8.169 16.329 0.021 -0.027 -0.027
Si 10.897 10.834 16.551 -0.015 -0.003 0.044
Si 13.64 13.63 16.415 0.006 -0.001 -0.005
Si 1.324 1.323 17.951 0.034 0.027 0.023
Si 4.06 4.097 17.859 0.006 0.008 0.012
Si 1.324 6.776 17.442 -0.007 0.003 -0.05
Si 4.242 9.437 17.59 0.029 -0.036 -0.059
Si 1.388 12.243 17.444 -0.013 0.013 -0.038
Si 4.034 15.036 17.699 -0.019 0.006 -0.022
Si 6.767 1.384 17.815 -0.008 -0.008 -0.008
Si 9.454 4.129 17.731 0.002 0.016 -0.038
Si 6.832 6.875 18.031 -0.058 0.002 -0.014
Si 9.533 9.43 18.014 0.038 0.008 -0.028
Si 6.943 12.289 17.693 -0.006 -0.004 0.016
Si 9.467 14.998 17.836 0.01 0.025 0.007
Si 12.104 1.383 17.569 -0.004 -0.015 -0.027
Si 14.975 4.115 17.664 0.005 0.014 -0.029
Si 12.253 6.894 17.828 -0.014 0.024 0.013
Si 14.905 9.513 17.643 -0.005 -0.008 -0.02
Si 12.334 12.257 17.803 -0.011 -0.024 -0.015
Si 15.021 14.972 17.812 -0.008 -0.041 -0.022
Si 16.183 2.776 19.179 0.026 -0.008 0.066
Si 2.699 16.195 19.324 -0.035 -0.03 0.051
Si 16.338 8.104 18.813 -0.036 -0.041 0.064
Si 2.562 5.557 18.946 -0.014 -0.005 0.07
Si 0.181 13.466 19.002 -0.03 0.077 0.042
Si 2.787 10.846 18.641 -0.002 -0.006 -0.025
Si 5.393 2.693 19.245 0.018 -0.034 0.035
Si 8.115 0.058 19.272 -0.013 0.016 0.042
Si 5.408 8.324 19.356 0.02 0.013 0.081
Si 8.256 5.424 19.316 -0.003 0.022 0.061
Si 5.547 13.724 18.891 0.051 0.054 0.004
Si 8.153 10.95 19.239 0.046 -0.022 0.06
Si 10.776 2.695 18.995 -0.041 -0.05 0.025
Si 13.493 0.134 18.916 0.055 -0.011 0.03
Si 10.985 8.088 19.486 -0.026 0.025 0.019
Si 13.736 5.558 19.044 0.051 0.008 0.028
Si 10.858 13.576 19.104 0.005 -0.034 0.065
Si 13.732 10.872 19.161 -0.051 0.04 0.035
Si 1.047 4.427 20.357 0.066 -0.07 -0.759
Si 4.276 1.066 20.604 -0.131 0.151 -0.735
Si 1.476 9.476 19.942 0.054 -0.036 -0.442
Si 3.519 7.223 20.294 0.19 0.075 -0.702
Si 1.833 14.24 20.501 -0.199 0.427 -0.716
Si 4.135 12.227 19.865 0.023 -0.028 -0.612
Si 6.943 3.901 20.553 -0.108 0.099 -0.729
Si 9.227 1.739 20.558 0.096 -0.226 -0.744
Si 6.353 10.226 20.624 0.124 -0.408 -0.726
Si 10.101 6.151 20.727 -0.227 0.382 -0.827
Si 6.495 15.154 20.513 0.212 0.001 -0.676
Si 9.83 12 20.546 -0.148 0.159 -0.768
Si 12.326 4.037 20.058 0.05 0.016 -0.593
Si 14.355 1.774 20.347 0.234 0.067 -0.76
Si 12.2 9.845 20.629 0.102 -0.273 -0.716
Si 15.315 6.737 20.418 -0.201 0.057 -0.694
Si 12.314 14.964 20.244 -0.285 0.119 -0.645
Si 15.657 11.719 20.3 -0.239 0.036 -0.76
Si 2.076 15.58 25.569 -0.025 0.027 -0.193
Si 2.779 2.968 22.644 0.01 -0.046 -0.19
Si 0.714 9.744 27.038 -0.098 0.008 -0.233
Si 1.844 4.518 27.577 -0.067 -0.072 0.067
Si 14.241 13.56 22.074 0.027 0.082 -0.156
Si 6.404 1.37 27.172 -0.039 -0.041 0.058
Si 4.501 12.858 24.533 0.026 -0.054 -0.036
Si 8.377 3.478 26.836 0.12 -0.019 -0.056
Si 4.795 5.278 22.483 0.04 -0.196 -0.286
Si 8.25 12.235 25.28 0.001 0.061 -0.055
Si 7.985 8.66 27.847 -0.146 -0.035 -0.031
Si 6.494 10.43 23.714 0.033 0.111 -0.131
Si 12.373 0.585 24.945 -0.05 -0.115 -0.182
Si 14.876 0.128 23.041 -0.121 -0.067 -0.114
Si 10.533 5.795 23.659 -0.134 -0.1 -0.365
Si 14.378 8.827 22.714 -0.026 -0.001 -0.331
Si 8.363 13.828 22.646 0.03 -0.018 -0.185
Si 1.743 13.388 23.425 -0.075 -0.007 -0.161
Si 2.395 7.358 28.197 -0.075 0.084 0.151
Si 16.341 2.936 29.171 0 0.047 0.128
Si 8.225 11.654 28.081 -0.238 0.088 0.027
Si 12.61 7.594 24.857 -0.076 -0.025 -0.189
Si 15.727 13.9 31.55 0.038 -0.006 0.062
Si 11.049 3.42 25.315 0.032 -0.036 -0.21
Si 8.416 6.439 25.869 -0.055 -0.062 -0.107
Si 5.161 7.709 27.361 0.039 0.016 0.038
Si 5.742 7.469 24.574 0.013 0.021 -0.198
Si 10.532 16.15 22.579 0.04 0.014 -0.227
Si 8.132 1.927 29.339 0.02 -0.086 0.158
Si 0.653 1.643 24.585 0.043 0.114 -0.142
Si 12.216 10.163 26.118 -0.058 0.013 -0.045
Si 11.741 6.149 29.828 -0.084 -0.122 -0.033
Si 14.26 10.331 28.296 -0.046 -0.032 -0.019
Si 13.523 12.383 24.528 0.011 -0.061 -0.111
Si 16.193 10.887 24.227 0.065 0.04 -0.169
Si 15.609 3.563 26.466 -0.074 0.026 -0.116
Si 5.02 15.383 25.796 -0.066 -0.082 -0.076
Si 12.928 5.325 26.929 0.094 -0.107 0.07
Si 15.033 13.294 28.601 0.083 0.018 -0.046
Si 0.918 11.153 31.352 -0.13 0.007 0.253
Si 1.981 6.718 31.302 -0.009 -0.156 0.167
Si 3.418 13.724 27.194 0.082 -0.005 -0.17
Si 10.363 1.726 31.49 -0.108 -0.023 0.09
Si 4.18 3.007 28.678 0.028 0.065 -0.04
Si 8.603 6.701 30.099 0.073 -0.013 0.021
Si 5.993 1.719 31.603 -0.001 -0.043 0.107
Si 10.648 12.448 27.064 0.059 0.131 -0.21
Si 5.925 5.638 29.201 -0.029 -0.062 0.135
Si 12.239 4.083 32.143 -0.163 -0.067 0.381
Si 7.492 8.358 32.358 -0.001 0.079 0.153
Si 15.868 8.641 31.922 0.022 0.074 0.089
Si 12.978 14.49 26.69 -0.026 0.003 -0.039
Si 13.104 8.776 30.82 0.054 0.031 0.182
Si 15.158 2.932 31.98 -0.048 -0.007 0.107
Si 3.971 14.667 33.66 -0.04 0.106 0.201
Si 1.303 9.741 33.818 0.009 -0.107 0.155
Si 2.187 1.296 30.285 -0.04 0.002 0.121
Si 1.63 12.044 28.552 -0.192 0.066 0.057
Si 5.555 13.403 31.659 0.021 0.009 -0.003
Si 4.862 6.993 31.641 0.076 0.103 0.135
Si 7.975 2.73 33.131 0.021 -0.008 0.008
Si 5.685 4.261 32.867 0.041 -0.067 0.189
Si 7.416 11.312 31.13 0.133 0.024 0.158
Si 8.195 13.698 32.684 0.061 -0.082 0.201
Si 4.014 15.642 30.975 -0.037 -0.093 0.116
Si 0.306 0.425 32.45 -0.035 0.005 0.204
Si 1.302 4.433 33.339 0.174 0 0.18
Si 12.541 10.202 33.445 0.099 0.032 0.309
Si 10.908 15.295 32.782 0.033 -0.038 0.226
Si 13.158 13.329 33.183 -0.195 -0.108 0.059
O 15.002 13.846 30.112 -0.438 0.43 -0.204
O 0.402 0.196 34.066 0.192 -0.38 -0.339
O 2.346 3.465 34.176 -0.001 0.201 -0.313
O 3.984 1.514 35.232 -0.019 0.139 -0.208
O 2.371 8.709 34.433 0.068 -0.113 -0.505
O 0.712 5.508 34.391 0.305 0.479 -0.203
O 4.014 6.789 35.172 0.195 0.165 -0.24
O 1.916 5.257 32.062 0.157 -0.039 -0.293
O 15.077 12.29 35.47 0.024 -0.022 -0.61
O 0.929 10.893 34.855 0.299 0.225 -0.304
O 2.805 14.091 34.622 -0.562 0.245 -0.2
O 0.37 12.615 31.766 0.312 -0.084 0.041
O 4.76 13.401 33.058 0.056 -0.526 0.285
O 5.063 15.637 34.391 0.285 0.117 -0.323
O 7.916 3.079 34.682 -0.118 0.389 -0.195
O 5.04 2.885 32.259 -0.435 0.047 0.221
O 2.881 16.176 29.961 -0.175 -0.403 -0.346
O 5.483 4.598 34.442 0.106 -0.312 0.105
O 8.02 8.442 33.897 0.518 -0.384 -0.431
O 6.407 9.986 35.206 0.017 -0.074 -0.609
O 4.274 12.065 35.517 0.17 0.059 -0.07
O 7.797 13.682 34.264 -0.649 0.284 -0.043
O 8.438 12.212 32.041 0.599 -0.285 -0.129
O 9.579 1.227 35.397 -0.179 -0.033 -0.417
O 11.119 15.755 34.321 0.126 -0.297 -0.215
O 14.811 1.597 35.199 0.071 0.192 -0.574
O 12.766 3.58 35.223 0.222 -0.1 -0.356
O 5.908 7.967 32.384 -0.345 0.4 0.052
O 11.461 4.688 33.486 -0.438 0.164 -0.352
O 13.471 9.162 34.315 0.09 0.329 -0.453
O 14.393 8.11 31.57 0.051 -0.769 0.21
O 9.651 12.268 35.288 0.01 -0.125 -0.601
O 11.193 10.394 34.319 -0.47 -0.463 -0.525
O 13.065 13.836 34.708 -0.529 0.564 0.019
O 11.974 14.126 32.411 -0.089 -0.168 -0.526
O 1.784 3.677 21.591 0.073 -0.204 0.186
O 0.025 5.573 20.96 -0.011 -0.051 0.218
O 5.395 16.258 21.07 -0.096 -0.114 0.48
O 3.558 1.723 21.928 0.054 -0.242 0.207
O 0.896 1.588 29.372 -0.273 -0.319 -0.286
O 0.46 10.564 20.679 -0.201 -0.172 0.249
O 3.92 6.177 21.471 0.005 -0.009 0.062
O 2.459 8.415 20.795 0.133 0.086 0.357
O 1.303 14.147 22.042 -0.397 0.004 0.453
O 3.347 13.106 23.425 0.181 -0.177 -0.614
O 5.064 11.237 20.781 -0.248 -0.145 0.198
O 3.088 13.202 20.635 0.033 -0.134 0.519
O 6.128 4.643 21.779 0.182 0.191 0.439
O 8.085 2.818 21.076 0.146 -0.08 0.574
O 12.016 2.131 25.237 0.221 0.2 0.291
O 9.959 1.198 21.919 0.286 0.254 0.146
O 6.938 10.299 22.149 0.257 -0.125 0.365
O 9.823 12.454 25.646 0.268 -0.014 -0.341
O 9.697 6.223 22.319 -0.226 0.039 0.579
O 7.166 6.884 24.994 0.224 0.038 -0.46
O 12.505 11.222 24.935 -0.2 -0.068 -0.401
O 7.059 14.274 21.778 -0.09 -0.144 0.424
O 9.323 15.111 22.709 -0.25 0.255 0.032
O 9.165 12.633 21.895 0.021 -0.108 0.384
O 11.319 5.043 20.892 0.145 -0.168 0.452
O 13.303 2.954 20.846 -0.216 0.237 0.42
O 14.637 0.884 21.653 0.186 -0.359 -0.007
O 1.879 2.463 23.893 0.247 0.18 0.574
O 13.073 9.501 21.982 -0.055 0.281 0.446
O 10.996 10.919 20.995 -0.067 -0.111 0.537
O 14.891 7.655 21.704 0.152 0.05 0.546
O 13.916 8.202 24.127 0.262 -0.118 0.31
O 13.528 13.959 20.696 0.373 -0.439 -0.565
O 11.708 15.597 21.619 0.105 0 0.273
O 13.18 12.791 23.008 -0.454 -0.248 -0.04
O 15.351 12.446 21.728 0.045 -0.198 0.502
O 1.408 14.536 24.522 -0.65 0.163 0.333
O 1.02 11.936 23.702 0.216 -0.274 -0.088
O 7.053 2.644 26.399 -0.121 0.151 -0.661
O 5.431 14.198 24.749 0.602 0.108 -0.434
O 15.555 9.891 23.089 0.342 -0.075 -0.219
O 15.788 9.899 28.06 0.002 -0.323 0.359
O 3.826 8.111 28.167 0.117 0.378 0.147
O 0.611 7.487 31.61 -0.007 -0.225 -0.305
O 1.593 1.232 31.816 0.225 0.152 0.362
O 0.367 9.929 25.458 0.142 -0.187 -0.14
O 1.746 10.931 27.394 0.456 0.069 -0.388
O 6.091 0.229 26.066 0.287 0.112 -0.429
O 11.714 4.446 26.358 -0.29 -0.017 0.431
O 3.619 15.982 25.201 -0.023 0.478 -0.336
O 8.154 5.056 26.648 -0.149 -0.005 0.337
O 10.862 4.204 23.882 0.041 -0.386 -0.381
O 5.168 6.345 23.602 -0.06 0.117 0.194
O 3.89 4.07 23.078 0.085 0.037 0.396
O 5.909 8.958 23.987 -0.354 -0.167 0.158
O 5.757 6.235 27.709 -0.047 -0.531 -0.448
O 8.582 10.133 27.659 0.482 -0.172 -0.323
O 4.736 7.643 25.813 -0.763 0.131 -0.082
O 9.613 2.981 25.917 0.001 -0.394 0.104
O 7.946 13.348 24.13 -0.462 0.242 0.078
O 8.599 3.187 28.422 0.457 0.325 0.161
O 13.748 0.515 24.113 -0.007 0.198 0.058
O 16.32 0.653 23.498 0.503 -0.075 -0.356
O 1.33 8.307 27.444 -0.389 -0.101 -0.151
O 11.885 6.682 23.729 0.332 0.073 -0.24
O 9.678 6.252 24.924 0.129 0.167 0.297
O 13.037 6.724 26.14 0.251 0.215 0.005
O 11.675 8.814 25.409 -0.552 0.115 0.139
O 14.872 14.85 22.8 0.475 -0.027 0.112
O 7.815 10.812 24.593 0.445 -0.458 0.237
O 1.249 0.642 25.719 -0.132 0.084 0.493
O 15.368 3.262 30.409 -0.42 0.168 -0.177
O 2.159 14.731 26.938 -0.488 -0.157 0.273
O 15.288 1.32 32.164 -0.552 -0.316 0.079
O 5.068 1.851 27.965 -0.414 -0.081 0.086
O 9.452 14.667 32.513 -0.071 0.144 -0.167
O 7.484 5.58 29.675 0.226 -0.502 -0.14
O 3.11 3.505 27.56 -0.046 -0.294 -0.676
O 16.058 10.05 31.121 -0.392 0.074 -0.314
O 14.163 11.943 28.4 -0.597 -0.012 0.108
O 7.51 0.852 28.269 0.183 -0.537 -0.174
O 3.71 12.681 25.958 -0.462 -0.599 0.085
O 9.446 1.476 30.174 0.312 -0.523 -0.361
O 5.388 11.582 24.064 -0.241 -0.067 0.151
O 8.307 8.081 29.31 -0.187 0.365 0.104
O 8.749 7.65 26.861 0.605 0.126 -0.141
O 6.378 8.758 27.594 -0.043 0.522 0.266
O 2.461 5.98 27.368 0.369 -0.107 -0.557
O 12.169 7.675 30.129 -0.098 0.138 -0.104
O 12.277 9.55 31.988 -0.452 -0.238 -0.139
O 5.135 4.218 29.227 0.088 -0.057 0.034
O 7.481 12.302 26.748 -0.382 0.359 0.074
O 15.771 2.58 25.176 -0.575 -0.176 -0.359
O 11.147 0.026 24.047 -0.137 -0.31 0.286
O 14.261 14.409 27.691 0.155 0.371 0.178
O 12.558 16.016 26.301 -0.201 0.112 0.462
O 12.511 5.63 28.48 0.347 -0.241 0.249
O 15.502 2.682 27.821 -0.392 -0.551 -0.066
O 13.606 9.749 29.643 0.124 0.365 0.007
O 11.289 10.962 27.163 -0.204 -0.206 0.63
O 8.367 7.184 31.644 0.305 -0.445 0.447
O 11.689 13.666 27.243 -0.263 0.284 0.625
O 13.392 13.762 25.325 -0.084 0.457 -0.169
O 0.723 4.335 26.425 0.098 0.383 -0.596
O 15.018 11.851 24.778 0.073 0.078 0.595
O 14.327 4.551 26.567 -0.066 0.053 -0.166
O 12.279 5.276 31.07 0.213 0.24 -0.28
O 0.2 15.295 31.736 0.418 0.064 -0.021
O 0.277 12.93 28.315 0.28 0.176 -0.092
O 4.73 14.679 27.251 0.256 0.177 0.68
O 1.869 10.493 32.494 0.667 0.008 -0.203
O 16.208 9.007 33.472 -0.49 -0.043 0.407
O 0.048 3.56 32.845 -0.156 0.008 -0.033
O 13.752 3.567 32.471 -0.025 0.167 0.104
O 11.035 0.309 31.877 0.284 0.033 -0.387
O 1.706 11.309 29.978 0.675 -0.177 0.058
O 7.549 11.568 29.532 -0.379 0.094 -0.043
O 2.059 6.825 29.69 0.032 -0.267 -0.07
O 3.303 15.458 32.428 -0.597 0.416 0.043
O 4.678 14.222 30.559 0.037 -0.239 -0.693
O 7.274 4.077 32.518 0.233 0.565 -0.015
O 6.927 14.262 31.85 -0.036 0.801 -0.44
O 3.333 2.41 29.947 0.229 0.12 0.344
O 9.575 12.531 28.267 0.065 0.268 0.492
O 6.91 2.256 30.361 -0.039 0.25 -0.281
O 3.33 7.462 31.838 0.104 0.72 0.274
O 5.901 11.857 31.376 -0.53 -0.524 0.2
O 2.989 12.917 28.501 0.541 0.168 0.456
O 7.614 9.781 31.587 -0.065 0.056 -0.432
O 4.985 5.482 32.15 -0.417 -0.201 -0.137
O 11.525 2.839 31.372 0.116 -0.192 -0.243
O 14.577 13.834 32.657 0.149 0.387 0.004
O 7.065 1.416 32.79 0.187 -0.577 0.347
O 13.524 9.773 26.972 0.437 -0.319 0.053
O 5.24 6.822 30.084 -0.338 0.204 -0.373
O 9.453 2.393 32.65 0.428 0.118 0.048
O 14.995 6.968 35.136 0.058 0.075 -0.438
O 1.016 4.214 28.958 0.127 0.38 0.378
O 5.173 0.436 31.135 0.091 -0.052 -0.152
O 10.099 6.122 29.796 -0.216 -0.199 0.068
O 13.116 11.701 33.151 0.406 -0.013 -0.107
Si 16.29 0.087 5.563 0.002 -0.002 0.01
Si 2.745 2.744 5.536 -0.012 -0.018 -0.001
Si 16.275 5.476 5.501 -0.021 -0.002 0.011
Si 2.748 8.149 5.536 0.004 0.003 0.008
Si 16.302 10.938 5.548 -0.004 0.015 0.002
Si 2.738 13.636 5.528 0.006 -0.012 -0.025
Si 5.415 0.059 5.52 -0.014 -0.009 -0.003
Si 8.155 2.762 5.409 -0.001 -0.009 -0.008
Si 5.49 5.422 5.432 0.001 -0.01 -0.025
Si 8.203 8.129 5.431 0.007 0.004 0.003
Si 5.463 10.872 5.53 0.007 0.012 0.001
Si 8.204 13.587 5.566 0.011 -0.002 0.026
Si 10.872 0.021 5.457 0.005 0.006 -0.003
Si 13.616 2.769 5.477 0.006 0.018 0.011
Si 10.871 5.456 5.405 0.004 -0.001 -0.006
Si 13.557 8.147 5.475 -0.003 0.011 -0.006
Si 10.899 10.818 5.476 0.006 0.007 -0.003
Si 13.607 13.588 5.535 0.008 -0.006 0.006
Si 1.368 1.406 6.902 -0.015 0.009 0.001
Si 4.13 4.103 6.851 0.018 -0.032 0.002
Si 1.349 6.81 6.868 0.008 0.002 -0.008
Si 4.093 9.526 6.887 -0.003 0 0.001
Si 1.372 12.277 6.892 -0.024 -0.003 -0.004
Si 4.093 14.988 6.889 0.002 -0.001 0.003
Si 6.806 1.423 6.833 -0.024 0.021 0
Si 9.524 4.096 6.794 -0.004 0.007 -0.001
Si 6.827 6.793 6.808 0 0.009 -0.008
Si 9.523 9.494 6.839 -0.005 -0.006 -0.006
Si 6.817 12.234 6.892 0.013 -0.009 0.008
Si 9.553 14.988 6.875 -0.007 -0.031 -0.001
Si 12.232 1.392 6.818 0.002 0.014 -0.006
Si 14.952 4.105 6.875 0.003 -0.012 0.006
Si 12.215 6.786 6.833 0.01 -0.012 -0.011
Si 14.924 9.533 6.846 -0.013 0.031 -0.002
Si 12.246 12.203 6.855 0.036 -0.014 -0.002
Si 14.947 14.987 6.881 -0.007 0.019 -0.006
Si 16.317 2.759 8.242 0.015 0.012 0.001
Si 2.72 0.02 8.238 -0.011 0.002 -0.007
Si 16.308 8.183 8.218 0.004 -0.015 -0.015
Si 2.739 5.454 8.206 -0.013 0.013 -0.006
Si 16.323 13.633 8.235 0.016 0 0.001
Si 2.729 10.894 8.244 0.011 0.008 -0.004
Si 5.461 2.75 8.23 -0.002 -0.001 0.008
Si 8.164 0.039 8.203 0.016 -0.006 -0.018
Si 5.473 8.154 8.203 -0.006 0.016 -0.003
Si 8.173 5.444 8.183 -0.006 -0.005 -0.005
Si 5.459 13.617 8.239 -0.012 -0.012 -0.009
Si 8.178 10.862 8.22 -0.007 0.016 -0.002
Si 10.871 2.742 8.191 0.006 -0.007 0.001
Si 13.575 0.033 8.212 0.003 -0.017 -0.005
Si 10.881 8.152 8.208 0.012 0.004 0.001
Si 13.576 5.451 8.224 -0.004 -0.018 0.001
Si 10.902 13.6 8.213 -0.006 0.012 -0.009
Si 13.601 10.881 8.237 -0.007 -0.004 0.009
Si 1.374 4.109 9.58 0.004 -0.027 -0.004
Si 4.092 1.382 9.574 -0.006 -0.016 -0.002
Si 1.36 9.53 9.597 -0.014 0.015 0.004
Si 4.099 6.814 9.571 0.003 0 -0.012
Si 1.363 14.981 9.595 0 -0.006 -0.007
Si 4.1 12.253 9.601 -0.007 0.015 0.014
Si 6.823 4.106 9.576 -0.003 0.001 0.003
Si 9.521 1.385 9.583 -0.013 0.01 0.003
Si 6.814 9.515 9.581 0.008 -0.011 -0.001
Si 9.516 6.8 9.563 0.001 -0.001 -0.005
Si 6.821 14.991 9.584 -0.008 0.003 0.011
Si 9.531 12.246 9.565 0.003 -0.014 -0.006
Si 12.221 4.088 9.583 0.005 0.012 0.009
Si 14.946 1.382 9.576 0.008 0.005 -0.002
Si 12.236 9.516 9.571 0.008 0.016 0
Si 14.951 6.813 9.581 -0.009 0.007 0.001
Si 12.237 14.98 9.582 0.014 -0.008 -0.002
Si 14.967 12.256 9.582 0.005 0.003 -0.009

Results
total energy: -115456.321 eV
total energy less fixed offsets of O -438.35, Si -107.03 eV per atom: 10.019 eV
